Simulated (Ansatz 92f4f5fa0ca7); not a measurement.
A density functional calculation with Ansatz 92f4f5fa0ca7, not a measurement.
Periodic cell of 224 atoms, Si134O86N4, from a study of silicon, its oxide and their interface. The atomic structure is a simulated model.
This geometry differs little from another in the collection (a relaxation step or a small displacement).

Settings
functional: r2SCAN
potential files: Ansatz PAW
basis: plane waves
wave-function cutoff: 800 eV
density cutoff ratio: 5
exchange-correlation grid ratio: 1
k mesh: 1 x 1 x 1, shifted by 0.5 0.5 0 of a step
self-consistency stop: 1e-10 eV per atom in the density residual
occupations: fixed
spin: none
net charge: 0

Cell vectors (angstrom)
a	10.88	0	0
b	0	10.88	0
c	0	0	32.3105

Atoms and the computed forces on them: element, x, y, z (angstrom), force x, y, z (eV/angstrom)
Si	-0.2759	0.2084	-0.0736	0.0294	0.0689	0.1505
Si	2.8386	2.5585	-0.0833	0.0895	0.0135	0.2004
Si	-0.0997	5.4336	-0.075	-0.0685	0.0028	0.158
Si	2.8194	7.9374	0.0485	0.0217	0.0012	0.2192
Si	5.1732	0.3796	-0.2417	-0.0612	-0.0514	0.1699
Si	8.4087	2.5885	-0.1303	-0.009	0.0184	0.153
Si	5.3244	5.9809	-0.0882	-0.1378	-0.1185	0.1962
Si	8.6012	7.6958	0.1542	0.0517	0.0246	0.2382
Si	1.3433	1.3458	1.2331	0.0216	-0.0198	0.0289
Si	4.145	4.1787	1.0697	0.0771	0.0124	-0.0686
Si	1.3818	6.6629	1.3139	0.013	0.0406	-0.008
Si	4.0967	9.5838	1.1228	0.0183	0.0128	-0.0154
Si	6.7789	1.4108	1.1388	-0.0198	0.0348	0.0113
Si	9.522	4.0496	1.3041	-0.0231	-0.0004	0.0089
Si	6.8704	6.8119	1.4399	-0.0044	0.0227	0.036
Si	9.5847	9.4732	1.2744	-0.0151	0.0324	0.0016
Si	0.0042	2.689	2.626	-0.0031	0.0161	0.0795
Si	2.7395	-0.0016	2.5653	0.0206	0.0092	0.0265
Si	0.0567	8.118	2.6335	-0.0142	-0.0473	0.0805
Si	2.7975	5.38	2.6131	-0.0364	0.0486	0.0459
Si	5.4479	2.7845	2.5103	0.0139	-0.0565	0.0624
Si	8.1282	-0.0038	2.53	-0.0063	-0.0066	0.0734
Si	5.4496	8.2651	2.6005	-0.0103	0.0033	0.052
Si	8.1665	5.3701	2.7096	0.0319	-0.0293	0.065
Si	1.3854	4.0563	3.9689	0.0131	-0.027	-0.0253
Si	4.0896	1.4014	3.8982	-0.0129	0.0059	-0.0314
Si	1.4085	9.5056	3.9629	0.0207	-0.0131	-0.0222
Si	4.0986	6.83	3.9358	0.0515	-0.0207	-0.033
Si	6.7791	4.0327	4.0038	-0.0032	0.0195	-0.0056
Si	9.4965	1.331	3.9402	0.0277	-0.0084	-0.0507
Si	6.8018	9.577	3.9761	-0.0378	0.0187	-0.0089
Si	9.5335	6.796	3.9946	-0.0355	0.0186	-0.0424
Si	0.0053	-0.0131	5.2903	-0.0156	-0.0101	-0.0087
Si	2.7294	2.704	5.3164	0.0152	-0.0095	0.0017
Si	0.0258	5.4355	5.3338	0.004	-0.0096	-0.0041
Si	2.7406	8.1521	5.3373	0.0038	0.0088	-0.0056
Si	5.4321	0.0508	5.3149	0.0068	-0.0006	0.0071
Si	8.1599	2.6892	5.3386	-0.0303	-0.0144	0.0082
Si	5.4364	5.456	5.3098	0.0141	0.0119	-0.0073
Si	8.1511	8.1764	5.3148	0.0007	-0.0024	0.0122
Si	1.3543	1.3537	6.6653	0.0193	0.0137	0.0073
Si	4.0659	4.0948	6.6631	-0.017	-0.0005	0.0089
Si	1.3636	6.8078	6.702	0.0025	0.0136	0.0005
Si	4.0896	9.5366	6.6784	-0.0076	-0.0066	0.0188
Si	6.7945	1.3659	6.7114	0.018	0.0151	0.0114
Si	9.5172	4.0813	6.6813	-0.0142	-0.0129	0.0065
Si	6.7897	6.81	6.6703	-0.0214	-0.0072	0.0043
Si	9.5255	9.5272	6.6625	0.0152	0.0141	0.001
Si	0.0051	2.724	8.0343	-0.018	-0.0095	-0.0091
Si	2.6975	-0.0085	8.034	0.0172	-0.0092	-0.0015
Si	-0.0201	8.1768	8.041	-0.0114	-0.0148	-0.0122
Si	2.7158	5.4353	8.048	0.0114	-0.0048	-0.0043
Si	5.4216	2.7511	8.033	0.0024	0.0084	0.0043
Si	8.1818	-0.0001	8.0395	-0.0196	-0.0085	-0.0058
Si	5.4381	8.1617	8.0445	0.0133	0.0086	-0.0111
Si	8.1433	5.4584	8.032	-0.0015	0.0255	-0.0123
Si	1.3229	4.112	9.4093	0.0088	0.0125	-0.0127
Si	4.0601	1.3687	9.3667	-0.0019	0.0042	0.0113
Si	1.3297	9.5272	9.4142	-0.0273	-0.0148	0.0014
Si	4.0642	6.7996	9.4094	-0.014	-0.0023	0.0047
Si	6.7708	4.1153	9.397	-0.0107	0.0059	-0.0103
Si	9.5382	1.3649	9.4052	0.0168	0.0116	-0.0004
Si	6.8361	9.5026	9.3844	0.0105	-0.0026	0.0121
Si	9.4741	6.8428	9.399	-0.0103	-0.0159	-0.0257
Si	-0.0176	-0.0035	10.8165	-0.0078	-0.002	0.0242
Si	2.681	2.718	10.7224	-0.0077	0.0148	0.0507
Si	-0.0643	5.5024	10.7492	-0.044	0.0341	0.0268
Si	2.6525	8.1236	10.754	0.0561	-0.0038	0.028
Si	5.4644	-0.0044	10.6699	0.0124	-0.0279	0.0299
Si	8.1594	2.7527	10.7053	0.0194	0.0245	0.0044
Si	5.4396	5.4809	10.8024	0.019	-0.0156	0.0203
Si	8.1592	8.1846	10.8393	0.0054	0.0039	0.0205
Si	1.3529	1.3795	12.1395	0.0281	-0.0274	-0.0335
Si	4.0334	4.0726	12.0651	0.0375	0.0115	-0.0598
Si	1.2235	6.8524	12.1812	-0.0044	-0.0429	-0.0638
Si	4.1021	9.4894	11.9766	-0.0175	0.0229	-0.0561
Si	6.8438	1.3433	12.0187	-0.023	0.0192	-0.0755
Si	9.4378	4.1605	12.0879	-0.0185	-0.0383	-0.0769
Si	6.7873	6.8491	12.2256	-0.0269	-0.0176	-0.0269
Si	9.5058	9.5491	12.2535	-0.0121	0.006	0.0027
Si	-0.1017	2.761	13.3901	0.0028	0.0267	0.0083
Si	2.8459	-0.0107	13.3407	-0.0462	0.0066	-0.0126
Si	-0.0296	8.2845	13.7396	-0.0112	-0.0483	0.0151
Si	2.598	5.3626	13.3857	-0.0156	-0.0234	-0.0154
Si	5.45	2.6771	13.2968	0.0189	0.0355	-0.0195
Si	8.1008	0.0467	13.5553	0.0139	-0.0071	0.0344
Si	5.3589	8.226	13.5108	0.0232	-0.013	0.0269
Si	8.1238	5.4764	13.605	0.0315	0.0338	-0.0034
Si	1.0557	4.2074	14.8119	0.0271	0.0311	-0.1805
Si	4.3908	1.1432	14.6905	-0.0041	0.0176	-0.1832
Si	1.803	9.436	14.8308	-0.093	-0.0769	-0.2116
Si	3.69	6.9737	14.6268	0.0074	0.0706	-0.1886
Si	6.8494	3.8245	14.7283	0.0949	0.039	-0.2148
Si	9.2028	1.7409	14.7935	-0.0597	0.0039	-0.2251
Si	6.4907	9.8185	14.8745	-0.0044	-0.0395	-0.2253
Si	9.768	6.5408	14.9842	-0.0311	0.0714	-0.2413
Si	2.7118	2.7546	16.9122	-0.0816	0.0142	-0.1337
Si	2.2556	10.8006	17.6544	0.0417	0.0337	-0.1821
Si	10.3748	9.6831	18.8505	-0.0165	0.0237	-0.1959
Si	4.7862	4.9754	16.83	0.0037	-0.0208	-0.2334
Si	5.3686	11.1185	17.4515	0.0389	-0.1084	-0.4526
Si	6.678	6.4093	18.7632	0.0407	0.0392	-0.2152
Si	7.6886	9.1165	17.5307	-0.0372	0.0344	-0.2203
Si	10.0094	24.4538	22.4852	-0.0244	-0.0514	-0.1136
Si	9.6057	12.4955	19.7255	0.0267	-0.0372	-0.2806
Si	6.4267	13.0528	19.5179	0.0004	-0.0728	-0.2662
Si	8.3379	13.5325	29.1112	-0.0045	0.045	0.199
Si	10.2233	17.7602	20.3158	-0.0138	0.0208	-0.2779
Si	-2.3435	16.1842	22.1374	-0.0037	0.053	-0.1074
Si	5.9961	12.0641	22.1745	-0.0201	0.013	-0.1618
Si	8.3659	11.524	23.8261	0.0533	-0.0101	0.0431
Si	16.768	4.9498	21.088	0.0413	0.061	-0.1816
Si	10.8399	17.4917	23.2206	-0.0365	0.0118	-0.0816
Si	-0.2674	2.8448	17.1144	0.1625	-0.0011	-0.2104
Si	5.6268	9.4092	26.8879	-0.0116	-0.0058	0.1973
Si	4.8902	14.1298	25.8578	0.0041	0.0647	0.149
Si	-1.5152	5.5726	17.7757	-0.0026	0.0465	-0.2445
Si	6.6788	10.1331	29.5236	-0.0421	0.0756	0.2074
Si	6.9364	7.3684	29.9744	0.0234	-0.0672	0.2044
Si	5.4597	12.6531	29.4181	0.0139	-0.0745	0.1971
Si	5.6668	11.4142	24.7466	-0.052	-0.0594	0.1692
Si	4.398	14.7067	23.1157	0.0062	0.0757	0.033
Si	13.0049	4.1526	26.9894	0.0101	0.0386	0.2284
Si	5.677	15.6531	29.5126	-0.0406	0.0156	0.16
Si	1.4589	4.1754	24.016	0.0223	0.0116	0.1432
Si	3.248	16.9796	28.6007	-0.0522	0.0211	0.1246
Si	9.8244	8.9316	25.0951	0.0296	-0.0222	0.1824
Si	11.5423	20.8162	27.4283	0.0186	-0.0109	0.205
Si	1.5321	4.1381	29.9293	-0.04	-0.0282	0.2181
Si	7.517	4.3414	27.2178	-0.0072	-0.004	0.1848
Si	-1.1978	10.947	29.5194	0.0689	0.0196	0.1933
Si	2.3371	19.6026	29.525	-0.0283	0.0073	0.1493
Si	7.689	7.2835	26.9615	-0.0625	-0.0347	0.1474
Si	3.3248	21.7623	28.1556	0.0207	-0.0334	0.1599
O	-0.0946	-0.2929	30.6767	-0.0369	-0.0106	-0.202
O	-1.3907	1.3801	-0.2607	-0.0259	-0.0282	-0.1028
O	3.9445	1.4314	-0.4397	0.0274	-0.0017	-0.1848
O	2.1385	2.9225	30.7974	-0.0335	0.0585	-0.115
O	1.3203	14.763	25.6185	-0.0515	-0.0118	-0.1162
O	-6.812	6.9804	31.9412	0.0051	0.033	-0.119
O	1.1567	8.729	28.4131	-0.0683	0.0361	-0.1022
O	7.0579	15.5195	28.738	0.0895	-0.0593	-0.1162
N	5.7573	0.394	30.4346	0.0241	-0.0323	-0.2414
O	8.1296	3.2066	30.6737	0.0195	-0.0274	-0.141
O	9.7268	6.6338	31.9583	0.0465	-0.0047	-0.0758
O	7.9247	8.0066	31.0548	-0.0902	0.0287	-0.1202
O	8.7948	19.0206	26.116	0.0559	0.048	-0.0739
O	6.9302	1.9092	28.728	-0.0432	0.0171	-0.1513
O	0.1569	5.533	15.0901	0.01	0.0103	0.0768
O	3.5289	2.0651	15.7094	-0.0249	0.0252	0.1204
O	2.2587	1.54	17.9063	-0.0037	-0.004	0.0952
O	1.7556	10.3915	16.1593	0.0745	0.04	0.0963
O	-0.8944	12.4868	16.2376	0.001	0.0047	0.1232
O	2.7175	8.1412	15.2451	0.0173	-0.0194	0.0664
O	4.0438	5.9985	15.8547	0.0134	-0.0467	0.1326
O	5.4071	5.9716	17.9008	0.0389	0.0298	0.1242
O	7.9011	5.4072	18.4305	-0.0507	-0.0392	0.0867
O	9.6685	10.9039	19.588	-0.0174	0.0447	0.0884
N	5.4538	11.0182	15.6793	-0.0165	-0.002	0.3268
O	7.3284	8.9058	15.9582	0.0317	-0.0302	0.165
O	11.9516	10.0615	18.5302	-0.0507	-0.0312	0.1067
N	1.2278	3.388	16.3674	-0.095	-0.0756	0.1995
O	-2.9263	2.7198	15.1892	0.0026	0.0298	0.0656
O	-4.8879	15.1133	16.0504	-0.0453	0.0034	0.1556
O	-0.5507	8.41	19.8371	0.0187	-0.0518	0.1041
O	11.1971	17.622	21.6174	0.0199	-0.0167	0.1139
O	6.6598	10.2918	17.9934	0.0073	0.0163	0.1431
O	9.295	9.3917	17.6352	0.0877	0.0263	0.103
O	14.757	10.4916	17.8561	-0.0352	-0.0112	0.1137
O	14.5868	14.8073	17.4571	0.0158	0.0092	0.113
O	7.2485	7.8766	18.4495	-0.0304	-0.0916	0.1205
O	5.4139	2.6398	22.6429	0.0063	-0.0153	0.0194
O	10.4323	5.9842	18.951	0.0409	0.0434	0.1665
O	5.6658	12.6051	18.1196	0.0482	0.1127	0.1633
O	13.7085	14.4572	23.3938	-0.0067	-0.0125	-0.0465
O	8.0555	23.8329	19.4751	0.0018	0.0059	0.0636
O	7.5764	11.654	22.3857	0.0198	-0.0182	0.0077
O	4.4816	15.7619	21.8871	-0.014	-0.0212	0.0397
O	9.0209	20.989	24.2924	-0.0191	0.0206	-0.0631
O	-1.2041	15.0381	17.0825	-0.0317	-0.0085	0.0332
O	4.2364	12.2054	28.4163	-0.0159	0.0193	-0.065
O	7.2021	11.9502	24.8665	0.0122	0.0133	-0.0142
O	6.0748	3.6848	20.0456	-0.0085	0.0521	0.0778
O	15.6395	12.5601	25.4314	-0.0035	-0.0403	-0.0463
O	9.0095	14.6734	21.8586	-0.0196	-0.0062	0.0468
O	6.9552	16.0054	22.3104	0.0193	-0.0191	0.0334
O	-0.5789	12.7075	21.1688	0.0395	0.0121	0.1293
O	5.2092	21.9843	23.2091	0.001	-0.0181	-0.0558
O	12.0725	16.6559	23.8588	0.0235	0.0058	-0.0026
O	6.3214	14.3956	26.5406	-0.0532	-0.0539	-0.0712
O	13.8754	10.201	29.5988	0.0119	0.0341	-0.0732
O	9.5766	12.5343	29.3192	0.0059	-0.0247	-0.0603
O	9.4985	12.6563	23.7166	-0.0102	-0.0005	0.0297
O	10.5884	2.3396	18.6475	-0.0397	-0.0182	0.1698
O	9.3096	6.6824	16.5642	-0.0136	-0.0257	0.2237
O	6.5715	21.1429	27.8994	0.0382	0.0054	-0.1092
O	5.7913	11.9905	20.5848	-0.0134	-0.0459	0.1476
O	1.3602	-7.2308	28.3694	0.0005	-0.0184	-0.1888
O	-4.6946	7.8916	26.753	-0.0162	-0.0195	-0.0738
O	8.7995	17.2399	20.9158	-0.0521	-0.0341	0.0873
O	7.816	16.6141	26.4607	0.024	0.0228	-0.08
O	4.9157	15.1399	24.5868	0.0016	0.0154	-0.0782
O	4.1066	-1.1615	27.3382	0.0301	-0.0412	-0.1009
O	8.7757	14.3058	27.7032	0.0428	0.018	-0.0832
O	6.0811	6.3107	20.2514	-0.0369	-0.0457	0.15
O	11.0903	9.4943	25.9496	-0.0343	-0.0234	-0.1362
O	5.6636	9.9645	25.3951	0.002	0.0503	-0.1144
O	12.7578	11.0502	27.4051	-0.0408	0.0559	-0.0619
O	10.1678	10.4291	28.0883	0.0017	-0.027	-0.0876
O	14.2713	7.6394	28.9553	0.0375	-0.0131	-0.0471
O	14.4769	14.3743	26.7971	0.0233	-0.0287	-0.0491
O	9.4097	16.7099	23.3873	0.0147	-0.0229	0.0613
N	6.0983	16.8457	30.6563	0.0428	-0.0341	-0.172
O	11.26	14.312	23.1177	0.0208	0.0106	-0.0073
O	7.8206	7.2321	28.5979	0.0285	-0.0288	-0.1496
O	16.0281	3.2938	29.9882	-0.0348	0.0283	-0.0069
O	5.977	8.6752	29.7895	-0.031	0.0295	-0.0315
O	13.2565	16.629	27.2774	-0.0104	-0.0351	-0.0929
O	1.933	8.3312	31.0345	-0.0103	0.0103	-0.1204
O	-2.6362	21.1948	29.8955	-0.0084	0.0098	-0.0771
O	2.5843	5.3663	29.8922	0.0465	0.0637	-0.0363
O	4.7043	16.3257	28.4121	0.0218	0.0032	-0.0593
O	10.5515	18.8824	23.9805	0.0169	0.0069	-0.0273
O	0.2641	4.7192	30.7855	0.0394	-0.0297	-0.1453

Results
free energy: -136302.727 eV
free energy less fixed offsets of N -386.36, O -570.45, Si -639.56 eV per atom: 2.453 eV

The program warned: the cutoff lies below the one the program advises for these potential files; the forces do not sum to zero within the program's tolerance; empty levels may hold ghost states of the PAW files; the exchange-correlation potential is rough where the density is thin.
